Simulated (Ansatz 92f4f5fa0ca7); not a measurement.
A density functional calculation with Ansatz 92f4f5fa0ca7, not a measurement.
Periodic cell of 237 atoms, Si146O90As1, from a study of silicon, its oxide and their interface. The atomic structure is a simulated model.
Doubt: the cutoff is far below the 930 eV that the study's wrapper takes by default for these files, so forces and energies are approximate.
This geometry differs little from another in the collection (a relaxation step or a small displacement).

Settings
functional: PBE
potential files: Ansatz PAW
basis: plane waves
wave-function cutoff: 580 eV
density cutoff ratio: 5
exchange-correlation grid ratio: 1
k mesh: 1 x 1 x 1, Gamma-centred
self-consistency stop: 5e-08 eV per atom in the density residual
occupations: fixed
spin: none
net charge: +1 e, with a uniform compensating background and no finite-size correction

Cell vectors (angstrom)
a 11.6015 0 0
b 0 10.938 0
c 0 0 32.0622

Atoms and the computed forces on them: element, x, y, z (angstrom), force x, y, z (eV/angstrom)
Si -0.1968 -0.068 23.263 0.0023 0.0062 0.0106
Si 3.6656 0.2077 23.0841 -0.0263 0.0092 0.0214
Si 7.5524 -0.1368 23.4349 0.0123 0.0042 0.0115
Si 1.6813 1.3749 23.4073 0.0153 0.0007 0.0215
Si 5.7338 1.3978 23.1673 0.0108 -0.0091 0.0073
Si 9.4425 1.225 23.3459 -0.0097 0.0037 0.0234
Si 0.16 5.3122 23.4558 -0.0096 0.036 0.0191
Si 4.1244 5.2968 23.3847 -0.0003 0.0102 0.0314
Si 8.038 5.6118 23.5335 -0.0089 0.0253 0.0202
Si 2.1583 6.582 23.3604 0.0009 -0.0272 0.0128
Si 5.9708 6.7668 23.4674 0.0005 -0.0238 0.018
Si 10.0126 6.8743 23.5963 0.001 -0.0324 0.0227
Si 1.8997 2.6617 25.3783 0.0042 0.0036 0.0088
Si 5.8337 2.6681 25.2278 0.0019 0.022 -0.0123
Si 9.6305 2.682 25.251 0.0014 0.0058 -0.001
Si 11.595 4.0039 25.3824 -0.0003 -0.0146 -0.0089
Si 3.8881 3.9697 25.3143 -0.0108 -0.0053 -0.0078
Si 7.7492 4.0939 25.3339 0.0101 -0.0134 -0.0088
Si 1.9747 8.1533 25.1827 -0.0106 -0.0128 -0.0074
Si 5.7746 8.1731 25.3525 0.0042 -0.0253 -0.0016
Si 9.7067 8.2667 25.4366 0.0074 -0.0087 -0.0195
Si 11.637 9.5623 25.2599 0.0025 0.0039 0.0056
Si 3.8669 9.5888 25.0535 0.0053 0.0121 0.0006
Si 7.6874 9.5248 25.4028 -0.0141 0.0071 0.0028
Si 11.6498 -0.0164 27.2074 0.0084 0.0245 0.0062
Si 3.8873 -0.0697 27.1161 0.0044 0.0201 0.0029
Si 7.7804 -0.0331 27.3006 0.0136 0.0205 -0.0042
Si 1.9839 1.3161 27.2807 -0.0084 -0.0191 -0.0194
Si 5.8385 1.2758 27.1317 -0.0163 -0.0315 0.0101
Si 9.7002 1.3368 27.2003 0.0086 -0.0162 -0.0022
Si 11.5901 5.4684 27.2315 0.0005 0.0081 -0.0135
Si 3.8528 5.4286 27.1963 0.0165 0.0077 -0.0139
Si 7.7086 5.4701 27.2486 -0.0081 0.0178 -0.0146
Si 1.9331 6.8257 27.169 0.008 -0.0057 -0.0028
Si 5.7615 6.8099 27.2668 -0.0146 0.0042 0.0113
Si 9.6584 6.8219 27.2967 -0.0045 -0.0186 -0.005
Si 1.9327 2.7082 29.1902 0.029 0.0141 0.002
As 5.7972 2.7077 29.1232 0.0003 0.0076 0.0023
Si 9.6919 2.7128 29.1445 -0.023 0.0185 -0.0142
Si 0.0129 4.1079 29.162 -0.0095 -0.0129 0.0077
Si 3.8181 4.136 29.1725 -0.0414 -0.0041 0.0228
Si 7.7822 4.1334 29.1839 0.0352 -0.0175 0.0306
Si 1.9381 8.1842 29.1187 -0.0064 0.0287 -0.0005
Si 5.7954 8.181 29.1873 -0.0104 0.0068 0.0186
Si 9.6755 8.1876 29.2186 -0.0048 0.0343 0.0204
Si 0.0062 9.5591 29.1513 0.0023 -0.0222 -0.0142
Si 3.8728 9.5535 29.1091 0.0239 -0.0373 -0.0243
Si 7.7357 9.5393 29.2135 -0.0087 -0.0309 0.0076
Si 0.0015 -0.0057 31.0958 -0.0006 0.021 -0.004
Si 3.8442 -0.0055 31.0595 -0.0033 0.0224 0.0046
Si 7.7461 -0.0022 31.1172 0.0109 0.0096 -0.0072
Si 1.9248 1.3744 31.1323 -0.006 -0.0086 -0.0001
Si 5.7946 1.3326 31.1337 -0.0008 -0.0053 0.0084
Si 9.6733 1.3694 31.0996 0.0007 -0.0131 0.0147
Si 0.0107 5.4636 31.1011 0.0027 0.0179 0.0078
Si 3.8769 5.483 31.128 0.0094 0.0046 -0.0111
Si 7.7344 5.4732 31.1479 -0.0065 0.008 -0.0027
Si 1.935 6.8438 31.0722 0.0092 -0.0221 -0.0015
Si 5.8052 6.8443 31.1294 0.001 -0.002 -0.0157
Si 9.683 6.8292 31.1476 -0.0086 -0.0214 -0.0078
Si 1.9271 2.7504 1.0034 0.013 0.0098 0.0096
Si 5.7964 2.7686 0.9536 -0.0098 0.0076 -0.0042
Si 9.6706 2.7343 0.9816 -0.0037 0.0124 0.0023
Si -0.0107 4.113 0.973 -0.0108 -0.0184 -0.0086
Si 3.8577 4.1208 0.9982 -0.0061 -0.0134 -0.0012
Si 7.7464 4.1129 1.0156 0.018 -0.007 0.0028
Si 1.9333 8.2163 0.9501 -0.0024 0.0059 -0.0107
Si 5.7965 8.2341 0.9816 0.0045 -0.0092 -0.0078
Si 9.6675 8.2205 1.0134 -0.001 0.0095 0.0056
Si -0.0009 9.5905 0.9867 -0.0037 -0.004 0.0097
Si 3.8607 9.5952 0.9694 0.0036 -0.0036 0.0037
Si 7.737 9.5829 1 -0.0019 -0.0041 -0.001
Si 11.6102 0.0333 2.9294 -0.0003 0.0046 0.0016
Si 3.8538 0.0251 2.9237 -0.008 0.0077 0.0052
Si 7.7434 0.0262 2.9154 0.0051 0.0081 0.0084
Si 1.9334 1.4039 2.944 -0.003 -0.0008 -0.0094
Si 5.811 1.3625 2.8462 0.0047 0.0002 -0.0035
Si 9.6634 1.3885 2.9346 0.0026 -0.0011 -0.009
Si 11.5664 5.5103 2.8783 -0.0037 0.0052 0.0037
Si 3.8762 5.506 2.9289 0.0134 -0.0038 -0.0094
Si 7.7382 5.523 2.9368 -0.0101 -0.0053 -0.0125
Si 1.9144 6.8302 2.8663 -0.0024 -0.0013 0.0082
Si 5.809 6.8683 2.9014 0.0009 0.0042 0.0058
Si 9.6604 6.9074 2.9834 0.0022 0.0024 0.0021
Si 1.9121 2.8389 4.8359 -0.0055 -0.0073 0.01
Si 5.837 2.7303 4.7529 0.0002 -0.0105 0.0011
Si 9.6004 2.8039 4.8432 -0.0055 -0.0077 0.0052
Si 11.5419 4.1418 4.7892 0.0058 0.0046 0.0027
Si 3.9187 4.101 4.8347 -0.0022 0.0043 0.0105
Si 7.7172 4.2088 4.8952 0.0051 0.0104 0.0051
Si 1.8872 8.1519 4.8091 -0.0029 -0.0028 0.0058
Si 5.8087 8.2664 4.8006 -0.0007 -0.0103 0.0019
Si 9.6614 8.3283 4.9227 -0.0006 -0.0032 0.0062
Si 11.633 9.6564 4.8956 0.0049 0.0044 0.0058
Si 3.8172 9.489 4.7973 0.0034 0.0056 0.0075
Si 7.7217 9.6825 4.9009 -0.0012 0.0035 0.0025
Si 11.5949 0.2362 6.7863 -0.0065 0.0149 -0.0137
Si 3.7517 -0.0489 6.6662 -0.0045 0.0048 -0.0228
Si 7.7128 0.0624 6.9248 -0.0042 0.0121 -0.0177
Si 2.0456 1.5081 6.7733 0.004 -0.0045 -0.0205
Si 5.7104 1.2777 6.632 0.0127 -0.0032 -0.015
Si 9.6441 1.5258 6.843 0.0133 -0.0109 -0.0236
Si 11.5248 5.5031 6.7118 0.0003 0.011 -0.0118
Si 3.9821 5.4354 6.8033 -0.0058 0.0094 -0.0098
Si 7.7381 5.6744 6.8417 0.0013 0.0161 -0.018
Si 1.9749 6.6445 6.6624 0.005 -0.0126 -0.0212
Si 5.8123 6.9788 6.7596 0.0036 -0.0096 -0.0209
Si 9.7544 7.0444 6.9269 0.0029 -0.0214 -0.0141
O 9.9987 7.9727 8.3098 0.0102 0.0299 0.0061
O 7.664 9.9371 8.2256 -0.0134 -0.0254 0.0074
O 7.4012 4.7352 8.1707 0.0012 -0.0196 0.0265
O 3.3712 10.3538 8.2116 -0.0008 -0.0172 0.0236
O 2.0403 7.5596 8.0283 -0.0023 0.0202 0.0133
O 3.9986 4.5903 8.2552 0.0035 -0.025 0.0016
O 9.7792 2.451 8.2261 0.0071 0.0344 0.012
O 2.6111 2.3441 8.1277 0.0185 0.0169 0.0014
O 11.3861 4.5731 8.0743 -0.0123 -0.0261 0.0075
O 5.3574 2.3801 7.814 -0.0194 0.0219 -0.0005
O 5.8172 7.9844 8.0911 0.0097 0.0305 0.0119
O 11.3054 10.3181 8.1588 -0.0164 -0.0371 0.0164
O 11.278 10.086 21.7899 -0.0046 -0.0335 -0.0043
O 3.217 10.7235 21.5159 0.0149 -0.0165 -0.0168
O 5.7783 7.7618 22.1497 0.0119 0.0449 -0.0173
O 4.2211 4.4428 21.9465 0.0205 -0.03 -0.0204
O 7.6818 9.6736 22.1926 -0.012 -0.0169 0.0003
O 10.3401 7.6707 22.1833 0.0135 0.0416 -0.0177
O 1.6035 2.4106 22.1179 -0.0102 0.013 -0.0067
O 5.9502 2.4403 21.8768 -0.004 0.0182 -0.005
O 8.4476 4.6986 22.2104 -0.0007 -0.0127 -0.0167
O -0.0771 4.4597 22.0346 0.0062 -0.0369 -0.0089
O 2.3353 7.3605 21.9193 -0.0008 0.0165 -0.0295
O 9.1245 1.8808 21.8582 0.0014 0.0181 -0.0218
Si 1.9178 7.787 9.6154 0.0036 0.0143 0.0199
Si 5.0413 0.5788 17.6787 -0.0019 0.0001 -0.0382
Si 2.488 5.4148 14.0213 -0.0044 0.0003 0.0117
Si 10.5586 3.8607 14.0486 0.0044 0.0044 0.0038
Si 8.2777 2.3855 15.2564 -0.0035 -0.0068 -0.0046
Si 9.5448 2.2455 20.3269 0.0087 0.0041 -0.0196
Si 10.5081 3.651 9.0865 -0.0058 -0.0014 0.0019
Si 0.0363 2.3137 11.573 -0.0033 0.0027 0.0241
Si 11.0261 8.1322 15.3949 -0.0074 0.0034 -0.0042
Si 5.1615 6.9324 13.9923 0.005 -0.0019 0.0075
Si 5.7538 2.6154 11.124 -0.0021 0.0124 0.0255
Si 8.5778 7.6729 19.3796 0.0055 -0.0016 -0.0387
Si 8.1172 4.8489 20.622 0.0013 -0.0037 -0.0254
Si 5.9172 9.5835 15.1965 -0.0004 0.0014 -0.0009
Si 2.1165 7.6326 20.3296 -0.0064 0.0127 -0.0121
Si 1.9253 4.8897 18.7777 0.001 -0.0073 -0.0259
Si 4.4974 3.4414 18.0053 -0.0054 0.0048 -0.0292
Si 8.5065 8.9257 16.808 -0.0024 -0.0019 -0.0247
Si 0.8334 9.4783 13.3023 0.0019 0.0067 0.0155
Si 9.9118 10.6531 11.7317 0.001 -0.0062 0.0238
Si 5.3514 3.7068 21.0053 -0.0115 0.0166 0.004
Si 0.5796 5.5217 16.259 -0.0006 -0.0038 -0.0113
Si 10.7833 9.1525 9.1588 -0.0023 -0.0007 -0.0041
Si 6.5647 8.8955 21.2785 -0.0074 -0.0146 -0.0008
Si 7.1159 7.1112 11.4939 0.0043 0.0026 0.0197
Si 2.6765 0.7349 12.2231 0.0042 -0.0061 0.0198
Si 10.8955 8.6799 21.0303 0.0023 0.0038 -0.0026
Si 6.041 4.3283 15.6312 -0.0003 0.0043 -0.0091
Si 7.0837 0.4868 12.9776 0.0008 0.0007 0.0185
Si 4.0582 2.9825 8.6022 -0.0081 0.0059 0.0022
Si 0.8774 6.7395 11.8985 0.006 -0.0013 0.0264
Si 6.5723 9.0509 9.0852 0.0017 0.0047 0.0055
Si 0.6621 3.2975 21.1348 -0.0068 0.0058 -0.0065
Si 9.8005 6.5077 12.8911 -0.0102 0.0026 0.0217
Si 7.7149 4.539 9.7595 0.0035 -0.005 0.0162
Si 3.986 10.0746 20.2091 -0.0081 -0.0107 -0.0125
Si 4.2609 3.0375 13.5326 0.0041 -0.0032 0.0119
Si 3.8561 10.0146 9.7439 0.0003 -0.0034 0.0151
Si 8.0565 0.775 18.0253 0.0085 0.0026 -0.038
O 11.511 3.2276 12.9022 -0.0062 0.0061 -0.0003
O 9.3403 4.4764 9.8866 -0.0044 0.0048 -0.014
O 8.799 3.607 19.8496 -0.0009 -0.0056 0.0205
O 4.0418 -0.0651 18.8024 0.0036 0.0091 0.0142
O 11.3194 4.5357 15.3115 -0.0029 -0.0021 0.0049
O 9.8541 9.7933 10.3336 -0.0092 0.0137 0.0032
O 3.7705 1.5312 13.1407 0.0026 0.0078 -0.0086
O 0.6576 9.0546 14.8675 0.0024 -0.0029 0.0038
O 6.4758 0.973 18.3799 -0.0029 -0.0021 0.0225
O 4.76 3.1676 19.6014 -0.0092 -0.0088 -0.0065
O 6.253 1.1806 11.7447 0.0053 -0.0084 -0.016
O 0.5489 8.6393 9.8686 0.0163 -0.0032 -0.0149
O 5.6461 4.3192 17.2278 0.0015 -0.0009 0.0144
O 8.4431 7.2049 12.4016 0.0096 -0.0016 -0.0095
O 4.4099 2.631 10.1572 0.0146 -0.0047 0.0069
O 2.0656 5.6455 15.5775 -0.0002 -0.0004 0.003
O 3.3787 0.0667 10.9202 -0.0094 0.0129 -0.003
O 5.8849 7.2227 12.5517 -0.0086 -0.002 -0.0065
O 2.3089 6.3526 19.3673 -0.0007 -0.0155 0.0153
O 0.6472 4.9342 17.7754 -0.0053 0.003 0.0097
O 8.4161 10.69 12.3779 -0.0074 0.0045 -0.0122
O 5.4756 10.0806 9.6952 -0.0061 0.0057 -0.0163
O 0.6024 8.1996 20.1941 0.0051 -0.0055 0.0168
O 9.7661 2.6005 14.6803 -0.0015 0.0006 -0.004
O 2.005 10.5884 13.2259 -0.0047 -0.004 -0.0078
O 9.9468 9.1073 16.0972 0.0053 -0.0018 0.0082
O 6.1431 10.3495 13.7699 0.0005 -0.0023 -0.0078
O 7.4553 1.5939 14.1069 0.0003 0.0049 0.001
O 1.6493 3.9276 20.0409 0.0158 0.0158 0.0012
O 5.9086 5.7941 14.9185 -0.0029 -0.0023 0.0014
O 7.339 8.9425 15.6894 -0.0011 0.0016 0.0066
O 1.5135 1.6703 11.6072 0.0003 -0.0011 -0.0199
O 7.1988 8.2928 10.3721 0.0038 -0.0147 0.0001
O 4.3249 1.9864 17.2776 0 -0.0015 0.0138
O 7.035 3.1648 10.2867 -0.007 -0.0064 -0.0159
O 11.5412 7.0073 16.4422 0.0008 -0.0003 0.0053
O 8.285 10.1346 17.8408 -0.0005 -0.0048 0.0231
O 3.2718 8.5379 10.1067 -0.0042 -0.0047 -0.0214
O 7.5882 3.8389 15.5193 -0.0019 -0.0021 0.005
O 3.1376 4.2995 17.8936 0.0052 -0.005 0.0161
O 2.8985 3.8854 13.7027 0.0019 0.0016 -0.0108
O 1.3373 8.2017 12.4415 -0.002 0.0052 -0.0127
O 1.2058 5.6756 13.0668 0.0025 -0.0034 -0.0098
O 4.971 8.3014 14.8644 -0.0032 0.0007 0.0008
O 11.1665 2.3997 20.3307 -0.0066 -0.0076 0.0156
O 10.9813 9.989 12.762 0.0099 -0.0018 -0.0062
O 5.2889 3.5761 12.3676 -0.0037 0.0005 -0.0055
O 5.0858 3.2014 14.9218 -0.0021 -0.0007 0.0024
O 6.4852 4.8094 20.5681 -0.0011 -0.0026 0.016
O 8.4003 1.561 16.6499 0.001 0.0068 0.0053
O 10.4123 1.2407 11.4604 0.0023 0.0001 -0.0204
O 10.8728 6.6135 11.6571 -0.0023 0.0003 -0.0167
O 3.263 8.6728 19.8531 0.0058 0.0059 0.0205
O 1.7151 6.4385 10.5214 -0.0032 -0.0087 -0.0118
O 7.1596 8.2088 19.9543 0.0036 -0.0041 0.0101
O 8.5018 7.583 17.7521 -0.0035 0.0013 0.0048
O 3.6747 6.424 13.6118 0.0005 -0.0009 -0.0076
O 9.5637 4.9589 13.3471 0.0032 -0.0005 -0.0103
O 5.5112 10.0011 20.7682 -0.0148 0.0089 0.0131
O 10.3337 7.3645 14.1498 0.0022 -0.0024 -0.0042
O 8.7765 6.1737 19.9723 0.001 0.0104 0.018
O 7.0706 5.7159 10.6627 -0.0034 0.012 -0.0094
O 5.2667 10.5436 16.3703 0.0036 -0.0055 0.0063
O 9.0522 1.1444 19.2547 -0.0103 -0.0104 0.014
O 11.5784 3.1637 10.1901 0.0133 -0.0095 -0.0012
O 9.7362 8.7095 19.8917 -0.0165 -0.0064 0.0061

Results
free energy: -148857.950 eV
free energy less fixed offsets of As -4856.12, O -568.88, Si -635.61 eV per atom: -3.570 eV

The program warned: the cutoff lies below the one the program advises for these potential files; the forces do not sum to zero within the program's tolerance; the exchange-correlation potential is rough where the density is thin.
